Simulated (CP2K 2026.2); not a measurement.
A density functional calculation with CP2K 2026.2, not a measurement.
Periodic cell of 534 atoms, Si358O176, from a study of silicon, its oxide and their interface. The atomic structure is a simulated model.
Doubt: the forces sum to 2.25 eV/angstrom along one axis rather than to zero, so they err by at least 0.0042 eV/angstrom per atom on average; the grid cutoff is modest.

Settings
functional: PBE
method: Gaussian and plane waves
basis set: DZVP-MOLOPT-SR-GTH
pseudopotentials: GTH-PBE
grid cutoff: 350 Ry, relative cutoff 50 Ry
k points: Gamma only
occupations: fixed
spin: none
net charge: 0

Cell vectors (angstrom)
a 16.4025 0 0
b 0 16.4025 0
c 0 0 35.1941

Atoms and the computed forces on them: element, x, y, z (angstrom), force x, y, z (eV/angstrom)
Si 15.782 0.81 35.174 0.262 -0.29 0.021
Si 2.711 2.874 0.441 0.032 -0.049 -0.41
Si 0.973 5.046 0.873 0.516 -0.251 -0.831
Si 1.772 8.236 34.187 -0.235 0.356 -0.412
Si 16.066 11.703 0.077 -0.056 0.309 0.025
Si 2.845 13.844 0.272 0.052 -0.029 0.219
Si 4.869 0.616 34.944 0.152 -0.133 0.063
Si 8.102 2.773 0.128 -0.176 -0.197 0.219
Si 5.871 5.101 35.035 -0.036 0.153 0.141
Si 8.177 8.275 34.757 0.089 -0.086 0.211
Si 4.834 11.46 34.941 0.268 0.413 -0.094
Si 8.491 13.481 35.178 -0.057 0.094 0.085
Si 10.412 0.571 35.019 -0.058 0.061 0.186
Si 13.948 2.808 0.029 -0.385 0.542 0.442
Si 11.863 5.239 34.711 0.127 0.1 0.189
Si 14.124 8.153 34.879 -0.355 0.28 0.214
Si 10.747 11.101 35.081 0.146 -0.052 -0.067
Si 13.695 13.678 35.098 0.062 -0.119 -0.209
Si 1.195 1.441 1.486 -0.001 0.028 -0.212
Si 4.272 4.202 1.451 0.267 -0.079 -0.119
Si 0.341 7.187 0.453 0.022 -0.027 0.164
Si 3.859 9.694 0.999 -0.023 -0.09 -0.037
Si 1.242 12.65 1.507 -0.049 -0.08 -0.21
Si 4.218 15.302 1.389 -0.087 -0.196 -0.33
Si 6.679 1.356 1.25 -0.19 -0.012 -0.298
Si 9.521 4.093 1.362 0.173 0.072 -0.128
Si 6.771 6.967 1.072 0.026 -0.064 -0.233
Si 9.643 9.424 1.113 -0.265 0.147 -0.107
Si 6.711 12.343 1.085 0.046 -0.112 0.004
Si 9.527 15.198 1.253 0.055 -0.044 -0.131
Si 12.228 1.569 1.184 -0.203 -0.125 -0.138
Si 15.267 4.109 1.501 -0.025 -0.024 0.05
Si 12.566 6.891 1.054 -0.017 -0.028 -0.026
Si 14.986 9.861 1.179 -0.06 -0.034 -0.571
Si 12.273 12.349 1.238 -0.09 0.123 -0.167
Si 14.864 15.331 1.2 -0.004 -0.112 -0.086
Si 16.364 2.703 2.977 -0.131 -0.073 0.142
Si 2.691 0.082 2.725 -0.146 -0.098 0.155
Si 16.294 8.383 2.507 0.088 -0.318 -0.101
Si 2.632 5.372 2.621 0.163 0.083 0.087
Si 16.223 13.983 2.722 0.162 0.188 0.085
Si 2.591 11.005 2.56 -0.047 0.06 0.13
Si 5.517 2.754 2.749 -0.007 -0.033 0.128
Si 8.102 0.026 2.641 -0.075 -0.024 -0.001
Si 5.294 8.306 2.396 0.075 -0.137 0.098
Si 8.195 5.649 2.533 0.034 0.12 0.136
Si 5.546 13.774 2.618 0.083 0.002 0.012
Si 8.131 10.858 2.43 -0.095 0.023 0.018
Si 10.941 2.812 2.707 -0.069 0.139 0.156
Si 13.463 0.101 2.635 -0.083 0.027 0.06
Si 11.035 8.141 2.487 0.166 -0.055 -0.089
Si 13.782 5.556 2.606 0.042 0.131 0.215
Si 10.901 13.75 2.57 -0.033 0.083 0.141
Si 13.59 11.029 2.638 -0.09 0.003 0.047
Si 1.422 4.093 4.168 -0.075 -0.173 0.164
Si 4.082 1.425 4.091 0.02 0.073 -0.106
Si 1.308 9.621 3.957 0.082 0.006 -0.095
Si 4.004 6.911 3.864 -0.328 0.102 -0.1
Si 1.33 15.131 4.103 -0.097 0.126 0.033
Si 4.073 12.357 3.896 0.07 0.006 -0.073
Si 6.899 4.211 3.988 -0.081 -0.087 -0.09
Si 9.523 1.413 3.999 -0.028 -0.019 -0.086
Si 6.74 9.563 3.861 0.117 0.064 -0.053
Si 9.619 6.901 3.936 -0.146 -0.059 -0.028
Si 6.861 15.049 4.076 -0.046 -0.011 -0.016
Si 9.502 12.291 3.865 -0.022 -0.02 -0.178
Si 12.351 4.198 4.005 -0.053 0.028 -0.158
Si 14.878 1.332 4.123 0.156 0.031 -0.061
Si 12.28 9.563 3.938 0.071 0.04 0.063
Si 15.085 6.939 3.992 -0.16 -0.002 -0.125
Si 12.218 15.069 4.03 -0.033 -0.034 -0.081
Si 14.961 12.417 3.991 0.029 0.004 -0.04
Si 0.013 0.009 10.844 0.019 -0.017 0.009
Si 2.74 2.739 10.835 -0.011 0.031 -0.003
Si 0.013 5.483 10.832 0.026 0.012 0.012
Si 2.737 8.201 10.828 0.029 -0.002 0.005
Si 0.021 10.93 10.833 -0.004 -0.028 0.008
Si 2.755 13.646 10.832 0.03 -0.031 -0.01
Si 5.486 16.395 10.827 0.013 -0.023 0.01
Si 8.225 2.741 10.833 0.008 -0.03 -0.001
Si 5.471 5.478 10.835 0.032 0.001 -0.007
Si 8.202 8.206 10.823 0 0 -0.014
Si 5.462 10.921 10.818 0.012 0.014 -0.002
Si 8.212 13.666 10.805 0.012 -0.002 -0.011
Si 10.956 0.018 10.829 -0.022 -0.013 0.01
Si 13.691 2.757 10.832 0.007 -0.049 0.008
Si 10.953 5.479 10.821 0.033 -0.046 -0.008
Si 13.688 8.202 10.828 0.01 -0.016 0
Si 10.951 10.936 10.829 0.001 0.006 0
Si 13.697 13.683 10.834 0.015 0.005 -0.014
Si 1.382 1.372 12.218 0.015 -0.016 0.023
Si 4.106 4.095 12.204 0 -0.056 -0.007
Si 1.39 6.82 12.208 -0.022 -0.017 -0.019
Si 4.103 9.55 12.199 -0.014 0.012 -0.002
Si 1.401 12.277 12.209 -0.006 0.048 -0.003
Si 4.131 15.006 12.192 -0.048 0.021 0.002
Si 6.868 1.353 12.189 0.013 0.026 0.001
Si 9.615 4.088 12.192 -0.029 0.003 -0.017
Si 6.846 6.832 12.198 -0.03 -0.02 -0.001
Si 9.589 9.554 12.187 0.001 -0.006 0.017
Si 6.849 12.289 12.158 0.009 0.015 -0.02
Si 9.595 15.025 12.163 -0.022 -0.009 -0.009
Si 12.345 1.379 12.194 0.043 0.06 -0.017
Si 15.072 4.097 12.206 0.002 0.021 -0.007
Si 12.351 6.806 12.197 -0.058 0.015 0.006
Si 15.081 9.538 12.198 0.002 0.027 -0.012
Si 12.351 12.293 12.184 -0.003 0.042 -0.013
Si 15.068 15.036 12.219 -0.05 -0.015 0.01
Si 0.024 2.746 13.607 -0.058 0.011 0.018
Si 2.758 16.371 13.548 0.052 -0.021 -0.043
Si 0.024 8.157 13.589 0.016 0.008 0.033
Si 2.726 5.435 13.591 -0.004 0.053 0.01
Si 0.046 13.652 13.572 0.054 -0.044 -0.007
Si 2.741 10.889 13.593 0.04 -0.018 0.041
Si 5.484 2.708 13.542 -0.038 0.066 -0.022
Si 8.246 16.376 13.546 0.007 -0.045 0.034
Si 5.451 8.172 13.568 0.064 -0.013 0.017
Si 8.235 5.452 13.529 0.075 -0.058 0.006
Si 5.507 13.631 13.555 0.045 -0.048 0.028
Si 8.206 10.929 13.526 -0.07 0.098 -0.023
Si 10.997 2.736 13.574 0.006 -0.059 0.018
Si 13.721 0.034 13.576 -0.017 -0.033 -0.01
Si 10.979 8.177 13.534 0.024 -0.011 -0.003
Si 13.713 5.434 13.593 0.043 -0.054 0.014
Si 10.986 13.68 13.518 -0.015 -0.032 0.006
Si 13.738 10.927 13.543 -0.026 -0.002 0
Si 1.395 4.073 15.018 0.075 -0.007 0.086
Si 4.16 1.292 14.901 -0.056 -0.04 0.022
Si 1.379 9.505 14.983 -0.02 -0.01 0.08
Si 4.082 6.799 14.955 -0.052 -0.048 0.057
Si 1.399 15.028 14.939 0.014 0.014 0.063
Si 4.149 12.249 14.926 -0.032 0.074 -0.003
Si 6.858 4.086 14.874 -0.001 -0.038 -0.018
Si 9.662 1.309 14.897 0.041 0.101 0.022
Si 6.829 9.562 14.887 0.03 -0.03 -0.065
Si 9.626 6.792 14.894 -0.093 0.004 0.028
Si 6.9 14.985 14.92 0.002 -0.018 0.037
Si 9.622 12.288 14.843 0.062 0.043 -0.001
Si 12.36 4.074 14.993 0.018 0.022 0.061
Si 15.067 1.389 14.997 0.045 0.003 0.073
Si 12.391 9.524 14.87 -0.037 0.032 -0.007
Si 15.108 6.752 14.977 -0.051 0.005 0.021
Si 12.349 15.051 14.894 0.017 -0.045 0.019
Si 15.128 12.248 14.941 -0.058 0.012 0.023
Si 0.088 0.039 16.338 -0.084 -0.009 0.076
Si 2.814 2.627 16.286 0.024 0.002 0.01
Si 0.025 5.409 16.463 -0.059 0.054 0.059
Si 2.692 8.103 16.397 0.067 0.082 0.032
Si 0.027 10.846 16.39 0.118 -0.048 0.111
Si 2.784 13.633 16.258 0.046 -0.06 0.027
Si 5.517 16.324 16.291 -0.038 -0.011 0.048
Si 8.242 2.674 16.158 0.074 -0.002 0.027
Si 5.501 5.439 16.262 -0.003 -0.031 0.065
Si 8.244 8.205 16.176 -0.009 -0.074 0.077
Si 5.458 10.845 16.321 -0.014 -0.035 0.169
Si 8.334 13.645 16.27 0.054 -0.091 0.019
Si 11.029 16.382 16.344 -0.078 -0.018 0.037
Si 13.675 2.692 16.448 0.015 0.035 -0.039
Si 11 5.482 16.326 0.062 -0.022 0.162
Si 13.735 8.158 16.267 -0.015 -0.01 0.105
Si 10.998 10.902 16.153 0.058 0.142 0.055
Si 13.77 13.701 16.192 -0.054 0.097 0.06
Si 1.501 1.338 17.782 0.074 -0.027 0.126
Si 4.29 3.886 17.602 0.187 -0.032 -0.139
Si 1.406 6.733 17.911 0.076 -0.164 0.039
Si 4.007 9.512 17.772 -0.082 0.091 -0.053
Si 1.455 12.28 17.654 0.031 0.003 -0.153
Si 4.157 14.927 17.674 -0.036 0.033 -0.049
Si 7.02 1.233 17.565 0.106 -0.02 -0.093
Si 9.53 4.058 17.537 -0.055 -0.107 -0.356
Si 6.796 6.954 17.549 -0.122 0.166 -0.151
Si 9.695 9.491 17.515 -0.066 0.048 -0.081
Si 7.004 12.168 17.538 0.093 0.085 -0.075
Si 9.711 14.986 17.722 0.112 -0.087 0.141
Si 12.301 1.315 17.859 -0.009 -0.056 0.193
Si 15.02 4.05 17.858 0.058 -0.034 -0.017
Si 12.371 6.917 17.732 -0.031 0.005 -0.125
Si 15.079 9.369 17.778 0.057 -0.142 -0.121
Si 12.409 12.284 17.443 -0.166 -0.066 -0.14
Si 15.048 15.098 17.632 -0.113 0.094 -0.147
Si 0.065 2.676 19.201 0.07 -0.169 0.215
Si 2.905 16.302 19.186 -0.098 -0.053 0.401
Si 16.39 8.056 19.436 -0.047 -0.041 0.135
Si 2.905 5.108 18.973 -0.248 0.015 0.165
Si 0.05 13.712 18.842 0.049 -0.042 0.381
Si 2.653 10.929 19.192 0.075 0.003 0.158
Si 5.823 2.604 18.974 -0.095 0.15 0.352
Si 8.262 16.286 19.086 -0.133 -0.093 0.196
Si 5.396 8.144 19.102 0.158 -0.205 0.117
Si 8.218 5.589 18.703 0.016 -0.055 0.301
Si 5.657 13.495 18.831 -0.211 -0.152 0.314
Si 8.461 10.889 18.884 0.035 -0.127 0.048
Si 10.67 2.674 19.049 -0.111 -0.08 0.331
Si 13.768 16.317 19.268 0.057 -0.039 0.167
Si 11.029 8.349 19.094 -0.226 -0.137 0.188
Si 13.565 5.457 19.142 -0.129 -0.068 0.04
Si 11.193 13.568 18.972 0.141 0.157 0.133
Si 13.636 10.879 18.827 0.01 0.144 0.144
Si 1.624 3.836 20.576 -0.024 0.275 -0.259
Si 4.833 0.931 20.329 -0.114 -0.217 -0.143
Si 0.829 10.006 20.589 0.026 0.326 0.266
Si 4.429 6.306 20.225 -0.015 -0.076 0.296
Si 1.176 15.042 20.448 0.08 0.196 -0.394
Si 4.529 12.003 20.267 0.047 0.061 -0.269
Si 6.941 4.393 20.213 -0.232 0.032 -0.054
Si 9.393 1.287 20.648 0.196 -0.091 -0.211
Si 6.388 9.498 20.774 -0.133 0.065 -0.283
Si 9.62 6.765 20.148 0.085 0.205 0.149
Si 6.779 14.895 20.341 -0.008 -0.016 -0.094
Si 10.169 11.832 20.126 -0.249 0.581 -0.06
Si 11.696 4.468 20.085 -0.144 -0.013 0.073
Si 15.468 1.002 20.601 -0.047 0.072 -0.256
Si 11.924 10.243 20.311 0.396 -0.302 -0.193
Si 14.574 5.999 21.245 -0.203 -0.008 -0.398
Si 12.859 14.44 20.491 0.155 -0.289 -0.324
Si 15.06 12.269 20.033 -0.108 0.132 0.09
Si 3.173 1.771 22.498 0.064 0.214 0.437
Si 3.82 3.856 24.447 0.046 0.248 0.32
Si 15.432 4.284 25.383 -0.036 -0.071 0.143
Si 2.255 10.231 23.316 0.056 -0.139 0.301
Si 14.845 14.522 25.452 -0.014 0.076 0.116
Si 1.205 1.646 28.209 -0.038 -0.085 -0.077
Si 8.439 0.915 25.965 -0.118 -0.041 0.06
Si 8.762 3.397 22.687 -0.249 0.151 0.235
Si 2.503 5.89 22.459 -0.02 0.078 -0.057
Si 12.648 8.284 25.295 -0.011 -0.264 -0.123
Si 8.222 11.816 25.239 -0.034 0.008 0.192
Si 8.589 13.33 22.452 -0.093 0.074 -0.103
Si 0.812 16.066 25.988 -0.169 -0.033 0.092
Si 3.221 15.685 23.961 0.057 0.164 0.532
Si 11.907 3.965 23.036 -0.072 -0.17 0.044
Si 12.134 10.462 23.325 -0.074 0.005 0.338
Si 13.406 6.384 24.023 -0.111 0.367 0.456
Si 2.919 13.204 22.345 -0.051 0.222 0.1
Si 15.403 0.237 29.88 0.045 0.041 -0.142
Si 6.767 5.081 24.262 -0.088 0.001 0.222
Si 2.931 7.665 24.678 0.14 0.077 0.185
Si 2.248 7.511 27.557 0.08 -0.161 -0.104
Si 5.782 0.087 25.51 -0.074 0.005 0.065
Si 10.807 15.568 22.407 0.036 0.216 0.061
Si 9.942 1.502 29.732 -0.137 -0.03 -0.109
Si 5.557 6.82 26.297 0.134 -0.02 0.007
Si 15.849 12.07 29.771 0.046 0.161 -0.166
Si 7.761 7.589 22.702 0.277 -0.167 -0.048
Si 13.498 15.011 28.207 0.037 0.027 -0.137
Si 12.534 0.232 30.418 -0.062 0.137 -0.309
Si 14.66 3.137 22.844 -0.092 -0.077 0.219
Si 13.138 5.498 29.95 -0.093 -0.092 0.091
Si 2.051 11.005 26.171 0.066 0.102 0.172
Si 0.536 13.343 27.024 0.084 -0.031 0.022
Si 5.673 14.671 27.973 0.013 -0.012 -0.021
Si 1.838 4.46 26.903 -0.003 -0.178 -0.034
Si 6.138 1.928 27.589 -0.022 0.112 0.002
Si 14.807 8.896 31.926 -0.091 0.026 -0.082
Si 6.011 4.694 28.535 0.073 0.113 -0.146
Si 6.476 11.691 27.592 0.074 0.002 -0.058
Si 2.287 6.879 31.425 -0.006 0.004 -0.26
Si 5.251 2.678 30.322 -0.077 -0.103 -0.007
Si 10.903 15.904 25.305 -0.023 0 0.23
Si 4.615 9.406 27.245 0.049 0.041 0.036
Si 10.926 2.004 26.702 0.06 0.074 0.061
Si 12.242 12.185 27.846 -0.025 0.119 -0.04
Si 9.802 9.132 24.52 0.078 0.078 0.113
Si 12.428 13.129 24.899 0.119 0.016 0.305
Si 3.158 15.812 29.433 -0.06 0.022 -0.041
Si 11.129 6.734 31.94 -0.071 -0.048 -0.366
Si 13.133 4.177 27.275 -0.122 -0.171 0.147
Si 13.817 7.017 27.799 0.082 0.262 -0.051
Si 13.227 10.817 30.2 -0.084 0.162 -0.14
Si 2.856 9.954 30.781 0.139 0.137 -0.128
Si 7.924 3.781 30.691 -0.045 0.035 -0.184
Si 1.057 9.866 28.644 -0.132 0.141 -0.103
Si 5.421 9.827 32.218 -0.015 -0.035 -0.299
Si 3.923 0.666 32.099 0.12 -0.04 -0.119
Si 8.217 10.43 32.393 0.039 -0.23 -0.312
Si 5.173 6.709 32.322 0.248 -0.055 -0.104
Si 8.832 13.617 32.37 -0.084 0.091 -0.225
Si 8.201 6.298 32.19 0.008 0.054 -0.277
Si 9.194 12.749 27.834 -0.051 -0.032 0.007
Si 8.288 15.112 29.618 0.025 0.089 -0.296
Si 1.472 15.854 33.413 -0.011 -0.278 -0.093
Si 0.893 14.486 30.936 -0.023 0.005 -0.277
Si 11.114 9.846 32.102 -0.094 0.063 -0.153
Si 15.847 6.51 30.135 -0.082 -0.143 -0.069
Si 11.644 14.936 32.877 0.117 0.041 0.203
Si 0.973 10.171 33.068 0.001 0.016 -0.17
O 2.069 15.132 34.747 -0.406 0.057 -0.03
O 16.291 1.433 29.185 0.043 0.145 0.244
O 2.446 8.387 30.836 0.065 -0.089 -0.082
O 7.428 4.733 29.41 0.055 -0.025 -0.156
O 1.058 6.126 30.528 0.005 0.279 0.078
O 1.722 4.035 34.856 -0.296 0.038 0.672
O 0.901 10.35 27.117 -0.032 -0.216 -0.115
O 1.953 7.045 33.021 0.028 -0.126 0.316
O 0.797 11.406 34.117 0.134 -0.325 -0.183
O 3.102 8.658 35.088 0.076 -0.051 0.365
O 3.783 12.739 34.605 -0.089 -0.382 0.017
O 2.414 0.596 32.722 -0.353 0.245 0.243
O 5.007 0.251 33.286 0.137 0.044 0.199
O 4.17 2.153 31.416 0.134 -0.201 0.013
O 6.992 3.902 34.624 0.229 0.058 0.052
O 9.217 1.692 34.545 0.199 0.103 0.382
O 6.678 6.628 31.607 -0.136 0.108 -0.162
O 5.198 5.74 33.646 0.098 -0.263 -0.089
O 8.337 6.972 33.691 0.149 0.266 0.16
O 7.97 9.707 33.874 -0.249 -0.038 0.167
O 8.408 12.038 32.316 -0.15 0.033 -0.167
O 5.28 10.868 33.462 0.104 -0.103 -0.108
O 8.101 14.196 33.717 0.179 -0.216 0.023
O 8.245 14.371 31.06 -0.044 -0.313 0.265
O 11.028 16.238 33.67 -0.136 -0.028 0.034
O 0.048 0.179 33.768 0.144 -0.094 0.055
O 13.023 4.062 34.413 0.046 -0.207 -0.118
O 11.353 6.156 33.443 0.194 -0.168 -0.047
O 10.476 4.589 0.08 0.062 0.21 0.119
O 15.289 6.973 34.808 0.341 0.294 0.394
O 11.62 8.3 31.882 0.147 -0.153 -0.198
O 9.631 12.304 34.789 -0.055 0.148 0.005
O 11.279 10.412 33.64 -0.066 0.263 0.211
O 14.909 12.674 34.501 0.155 -0.287 0.574
O 12.786 14.215 33.811 0.076 -0.082 -0.087
O 1.333 5.18 21.564 -0.104 -0.133 -0.102
O 14.945 1.788 21.971 0.1 0.03 0.313
O 5.74 16.054 20.935 -0.423 0.331 -0.285
O 4.583 1.833 21.697 0.053 0.032 -0.024
O 1.346 9.593 22.129 -0.045 -0.298 -0.254
O 1.634 13.912 21.596 -0.097 0.052 -0.023
O 3.535 6.794 21.56 -0.003 0.098 -0.146
O 1.965 6.815 23.676 -0.183 0.245 -0.182
O 3.204 14.089 23.677 -0.029 -0.181 -0.187
O 0.095 16.165 21.096 0.004 -0.112 -0.066
O 9.012 10.378 25.236 0.088 -0.131 0.145
O 7.211 0.657 24.889 -0.013 0.203 0.091
O 5.639 5.282 20.789 0.073 0.193 -0.59
O 8.067 4.188 21.424 -0.143 0.117 -0.16
O 10.518 0.182 21.169 -0.002 -0.115 0.059
O 11.062 0.031 23.766 0.012 -0.086 -0.182
O 4.238 6.797 25.251 -0.018 0.019 -0.117
O 7.826 9.989 20.157 -0.034 0.15 -0.195
O 12.094 5.396 23.82 -0.005 -0.238 0.031
O 8.767 7.301 21.45 0.115 0.003 0.03
O 8.058 12.531 23.783 -0.11 0.246 -0.396
O 7.332 13.983 21.62 0.069 0.193 0.058
O 9.434 12.29 21.545 0.029 -0.215 0.261
O 6.687 8.727 22.202 -0.293 0.003 -0.101
O 12.289 3.81 21.461 0.273 0.215 0.147
O 13.16 3.025 23.575 0.048 -0.102 0.155
O 2.453 0.786 28.847 0.298 -0.14 0.222
O 2.082 2.581 21.586 -0.266 -0.108 -0.22
O 13.052 9.645 24.427 0.124 0.19 0.183
O 12.692 10.227 21.812 0.057 0.304 -0.074
O 15.7 7.043 20.613 0.573 0.194 -0.301
O 14.91 4.48 21.882 0.326 0.111 0.097
O 14.044 13.306 20.907 -0.218 0.217 -0.16
O 12.143 14.748 21.954 -0.076 0.155 0.173
O 15.88 15.749 25.055 0.081 -0.146 0.159
O 16.063 11.204 20.881 0.235 -0.412 -0.456
O 2.752 0.189 22.677 -0.374 0.001 -0.075
O 0.755 1.112 26.724 0.094 0.014 0.096
O 3.307 4.693 23.167 0.316 0.021 -0.305
O 3.439 2.328 24.02 -0.401 -0.448 -0.203
O 0.47 4.686 26.041 -0.096 0.237 -0.101
O 15.677 3.224 24.15 0.017 0.039 -0.25
O 3.297 9.055 23.865 0.176 0.037 -0.28
O 3.562 10.392 26.418 0.129 0.164 -0.302
O 0.887 14.934 27.175 -0.127 0.067 0.2
O 2.023 10.733 31.937 0.172 0.238 0.154
O 6.069 15.193 26.472 0.052 0.124 0.088
O 4.753 16.087 24.344 0.046 -0.126 -0.121
O 9.567 14.59 22.792 0.04 0.23 0.069
O 7.629 1.246 27.377 -0.067 0.087 -0.082
O 8.7 1.854 22.085 0.277 0.002 -0.386
O 10.321 3.605 23.152 0.181 -0.232 -0.184
O 6.821 6.036 25.611 0.154 0.202 -0.113
O 5.418 4.171 24.467 -0.1 0.117 -0.157
O 13.861 6.836 22.488 -0.019 -0.106 -0.176
O 6.93 6.236 23.105 -0.193 0.098 -0.019
O 6.759 11.567 25.964 -0.094 -0.135 -0.139
O 5.413 10.812 21.06 -0.103 0.057 -0.32
O 9.36 15.951 25.912 0.038 -0.009 -0.068
O 8.678 8.087 23.971 -0.085 -0.058 -0.035
O 10.409 1.814 28.218 0.204 -0.178 0.167
O 13.803 13.881 24.374 0.022 -0.05 -0.151
O 14.921 15.421 28.893 0.096 -0.072 -0.136
O 2.194 5.876 27.691 0.215 0.197 0.348
O 12.981 4.198 28.924 0.1 -0.171 0.229
O 13.196 5.773 26.892 -0.035 -0.014 -0.059
O 13.496 8.26 26.762 0.044 0.312 -0.152
O 15.353 6.82 28.507 0.169 0.258 -0.05
O 16.161 12.771 28.329 -0.199 -0.047 0.072
O 13.844 15.109 26.621 -0.139 0.155 0.058
O 4.192 13.242 21.334 -0.042 -0.073 -0.115
O 15.795 13.247 25.854 0.082 -0.111 0.134
O 4.181 15.209 28.328 0.009 -0.044 0.035
O 1.637 3.223 27.984 -0.215 0.258 0.098
O 5.493 6.057 27.783 -0.275 0.078 0.263
O 4.87 4.116 29.596 -0.008 -0.166 -0.159
O 4.432 10.218 30.985 0.094 0.165 -0.087
O 3.684 8.239 27.978 -0.118 -0.153 0.137
O 5.735 8.448 26.478 -0.197 0.177 0.057
O 1.931 12.6 26.574 0.134 -0.084 -0.073
O 5.152 1.286 26.453 -0.166 -0.069 0.105
O 6.754 15.227 29.065 -0.034 -0.137 -0.115
O 11.992 12.054 23.746 -0.257 -0.097 -0.096
O 14.704 5.611 24.722 -0.006 0.22 -0.057
O 11.874 3.336 26.635 0.08 -0.018 0.227
O 11.31 1.291 30.617 -0.013 -0.112 0.168
O 10.684 5.637 20.745 0.22 -0.297 -0.135
O 7.907 3.924 24.007 0.313 -0.106 -0.121
O 12.847 10.861 28.602 -0.15 -0.177 -0.022
O 1.125 8.232 28.512 -0.245 -0.185 0.056
O 10.638 9.786 23.275 -0.053 0.119 -0.198
O 12.593 12.204 26.256 -0.033 0 -0.24
O 11.383 14.335 25.326 -0.291 0.129 0.126
O 11.712 0.641 26.196 -0.059 -0.037 0.063
O 1.48 14.552 32.435 -0.105 -0.163 0.192
O 4.002 16.055 30.815 0.297 0.051 0.005
O 12.898 6.936 29.152 0.062 -0.158 -0.193
O 3.091 4.145 25.888 0.026 0.01 -0.216
O 14.524 3.609 26.603 -0.027 -0.194 -0.236
O 11.976 5.613 31.071 -0.193 0.164 -0.03
O 13.9 9.435 30.693 0.223 -0.313 0.061
O 1.494 10.737 24.669 -0.081 0.103 -0.144
O 14.328 12.03 30.362 0.195 0.153 0.027
O 12.391 15.446 31.518 -0.084 0.011 -0.07
O 5.644 13.047 27.939 -0.123 0.058 0.129
O 2.191 16.004 25.164 0.357 -0.199 -0.162
O 1.994 7.93 25.993 -0.251 0.174 -0.151
O 16.31 15.8 30.932 0.123 0.095 0.3
O 5.528 1.619 29.079 0.186 0.008 0.036
O 6.227 3.546 27.374 0.128 -0.025 -0.13
O 15.63 7.686 31.239 0.185 0.139 0.005
O 13.915 8.532 33.26 0.147 0.153 0.216
O 15.881 10.013 32.405 0.145 -0.209 -0.166
O 3.85 6.273 31.409 -0.053 -0.13 0.031
O 2.864 11.614 22.707 0.072 0.175 -0.185
O 5.57 10.424 28.097 -0.2 -0.003 -0.135
O 5.061 8.305 32.72 -0.402 -0.065 0.411
O 2.444 10.479 29.285 0.141 0.098 0.254
O 9.166 2.815 30.293 -0.147 0.132 -0.145
O 6.661 2.844 31.126 0.035 -0.244 0.437
O 10.96 8.381 25.461 0.036 -0.035 -0.112
O 9.547 2.134 25.774 0.209 0.017 0.01
O 9.044 12.857 26.208 0.12 0.083 -0.084
O 8.335 4.672 31.996 0.118 -0.026 0.357
O 3.75 1.847 34.806 -0.063 0.014 0.122
O 6.9 9.979 31.547 0.032 0.118 0.094
O 7.95 11.784 28.342 -0.091 0.067 -0.098
O 9.139 14.212 28.546 0.091 -0.023 -0.098
O 12.908 13.525 28.509 -0.066 -0.129 0.094
O 10.645 12.107 28.154 0.091 0.13 0.102
O 14.047 0.887 30.55 -0.108 -0.055 -0.039
O 2.024 14.676 29.77 0.107 0.046 -0.131
O 0.251 13 30.825 0.146 -0.134 -0.066
O 9.536 9.795 31.694 0.015 0.122 -0.048
O 9.563 6.801 31.418 0.1 0.22 -0.036
O 12.408 16.042 28.874 -0.194 0.15 -0.057
O 14.69 5.383 30.54 0.147 0.001 -0.219
O 10.452 13.887 32.47 0.01 -0.032 -0.081
O 8.992 0.172 29.798 -0.185 -0.052 0.316
O 11.884 10.929 31.126 -0.163 0.074 0.385
O 16.265 10.484 29.561 -0.117 -0.023 0.121
Si 16.346 0.046 5.462 0.041 -0.032 0.048
Si 2.767 2.752 5.509 -0.044 -0.032 0.075
Si 0.017 5.536 5.386 0.09 0.08 0.011
Si 2.692 8.244 5.306 0.074 0.06 0.047
Si 16.36 11.012 5.322 -0.03 -0.021 -0.033
Si 2.732 13.691 5.353 -0.118 -0.065 -0.056
Si 5.466 0.024 5.399 -0.045 -0.062 -0.008
Si 8.209 2.809 5.378 0.039 0.052 -0.006
Si 5.424 5.552 5.29 0.028 -0.092 -0.161
Si 8.183 8.249 5.272 -0.043 -0.004 -0.087
Si 5.438 10.965 5.278 0.019 0.006 -0.076
Si 8.221 13.635 5.358 0.023 0.046 -0.028
Si 10.872 0.038 5.389 -0.033 -0.076 -0.057
Si 13.623 2.803 5.432 0.001 -0.017 0.007
Si 10.937 5.53 5.346 0.065 -0.01 0.013
Si 13.669 8.257 5.354 0.027 -0.022 -0.044
Si 10.888 10.95 5.288 0.023 -0.036 -0.113
Si 13.608 13.718 5.398 -0.021 0.024 0
Si 1.354 1.385 6.807 -0.066 0.077 0.031
Si 4.149 4.171 6.761 -0.071 -0.028 -0.027
Si 1.382 6.891 6.738 -0.047 -0.036 0.01
Si 4.088 9.595 6.67 -0.057 0.04 -0.008
Si 1.358 12.324 6.715 0.084 -0.016 -0.018
Si 4.101 15.04 6.744 0.008 0.041 -0.023
Si 6.845 1.409 6.736 -0.035 0.047 -0.028
Si 9.587 4.158 6.733 0.021 -0.07 0.019
Si 6.827 6.881 6.67 0.015 0.02 -0.019
Si 9.542 9.59 6.682 -0.067 0.061 -0.014
Si 6.822 12.285 6.694 -0.013 0.023 -0.014
Si 9.556 15.025 6.74 0.029 0.001 0.016
Si 12.259 1.399 6.755 -0.031 0.098 0.015
Si 15.047 4.155 6.749 -0.035 -0.033 -0.03
Si 12.307 6.88 6.718 -0.02 0.014 0.023
Si 15.029 9.627 6.715 -0.045 0.014 -0.008
Si 12.254 12.299 6.71 0.011 0.048 -0.02
Si 14.999 15.044 6.783 0.103 -0.04 0.017
Si 16.395 2.776 8.129 0.108 0.009 0.01
Si 2.737 16.399 8.127 -0.04 -0.053 0.006
Si 16.4 8.249 8.084 0.04 0.001 0.012
Si 2.745 5.512 8.104 0.017 0.012 0.016
Si 0.002 13.675 8.11 -0.066 -0.017 0.005
Si 2.732 10.943 8.067 0.002 -0.003 -0.013
Si 5.491 2.771 8.117 0.047 0.005 0.017
Si 8.201 0.013 8.091 -0.004 -0.031 -0.004
Si 5.461 8.232 8.056 0.02 -0.001 -0.027
Si 8.191 5.514 8.074 -0.021 -0.052 -0.025
Si 5.477 13.659 8.08 -0.027 -0.006 0.009
Si 8.189 10.936 8.077 0.034 -0.002 0.004
Si 10.922 2.775 8.117 0.008 -0.034 0.001
Si 13.643 0.03 8.119 0.034 -0.001 -0.018
Si 10.922 8.236 8.072 0.035 -0.036 -0.003
Si 13.668 5.512 8.098 0 -0.015 -0.013
Si 10.93 13.67 8.105 -0.01 0.01 0.002
Si 13.65 10.96 8.091 0.023 -0.01 0.012
Si 1.387 4.128 9.471 -0.042 -0.022 0.01
Si 4.117 1.379 9.47 -0.025 0.012 -0.003
Si 1.383 9.58 9.455 -0.01 0.015 0.008
Si 4.121 6.862 9.459 -0.022 -0.018 0.001
Si 1.376 15.027 9.489 0.026 0.016 0.019
Si 4.107 12.291 9.443 -0.016 0.014 -0.01
Si 6.862 4.129 9.475 -0.008 -0.038 0.005
Si 9.575 1.375 9.462 0.001 0.031 -0.002
Si 6.832 9.568 9.447 0 0.003 -0.003
Si 9.575 6.854 9.451 -0.023 0.03 -0.003
Si 6.841 15.033 9.446 -0.006 0.031 -0.006
Si 9.57 12.288 9.453 -0.021 0.041 -0.01
Si 12.322 4.123 9.462 0.007 -0.005 0.001
Si 15.041 1.381 9.475 -0.042 0.02 0.003
Si 12.308 9.57 9.459 -0.034 0.021 -0.006
Si 15.056 6.858 9.455 -0.023 0.007 -0.009
Si 12.306 15.037 9.472 0.012 -0.008 0.009
Si 15.044 12.3 9.469 0.017 0.026 0.003

Results
total energy: -115447.067 eV
total energy less fixed offsets of O -438.35, Si -107.03 eV per atom: 19.273 eV
